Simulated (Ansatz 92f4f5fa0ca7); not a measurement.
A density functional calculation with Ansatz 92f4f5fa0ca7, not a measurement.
Periodic cell of 303 atoms, Si195O108, from a study of silicon, its oxide and their interface. The atomic structure is a simulated model.
Doubt: the cutoff is far below the 930 eV that the study's wrapper takes by default for these files, so forces and energies are approximate.

Settings: functional PBE; potential files Ansatz PAW; basis plane waves; wave-function cutoff 580 eV; density cutoff ratio 5; exchange-correlation grid ratio 1; k mesh 1 x 1 x 1, Gamma-centred; self-consistency stop 5e-08 eV per atom in the density residual; occupations fixed; spin none; net charge 0.

Cell vectors (angstrom)
a, 11.6015, 0, 0
b, 0, 10.938, 0
c, 0, 0, 42.2181

Atoms and the computed forces on them: element, x, y, z (angstrom), force x, y, z (eV/angstrom)
Si, 0, 0, 0.9665, 0.0015, 0.0129, 0.0256
Si, 3.8672, 0, 0.9665, 0.0045, 0.0519, 0.0064
Si, 7.7343, 0, 0.9665, 0.0011, 0.0498, 0.0114
Si, 1.9336, 1.3673, 0.9665, -0.0096, 0.0164, 0.029
Si, 5.8008, 1.3673, 0.9665, 0.0003, -0.0435, -0.002
Si, 9.6679, 1.3673, 0.9665, 0.0104, 0.0032, 0.0093
Si, 0, 5.469, 0.9665, 0.0049, 0.0357, -0.0112
Si, 3.8672, 5.469, 0.9665, -0.0057, 0.0455, -0.026
Si, 7.7343, 5.469, 0.9665, -0.0035, 0.069, -0.0318
Si, 1.9336, 6.8362, 0.9665, 0.0026, -0.0107, 0.0026
Si, 5.8008, 6.8362, 0.9665, -0.0015, -0.0747, -0.0137
Si, 9.6679, 6.8362, 0.9665, -0.0011, -0.0746, -0.0023
Si, 1.9336, 2.7345, 41.251, 0.003, -0.1021, 0.1103
Si, 5.8008, 2.7345, 41.251, 0.0188, 0.0294, 0.0374
Si, 9.6679, 2.7345, 41.251, -0.013, -0.0376, 0.0561
Si, 0, 4.1018, 41.251, 0.0235, -0.0524, -0.0178
Si, 3.8672, 4.1018, 41.251, 0.0108, -0.1307, -0.0887
Si, 7.7343, 4.1018, 41.251, 0.0195, -0.1573, -0.0847
Si, 1.9336, 8.2035, 41.251, -0.0042, 0.0246, -0.0119
Si, 5.8008, 8.2035, 41.251, 0.027, 0.1242, -0.0535
Si, 9.6679, 8.2035, 41.251, 0.0377, 0.1303, -0.074
Si, 0, 9.5708, 41.251, 0.023, 0.058, 0.0942
Si, 3.8672, 9.5708, 41.251, 0.0075, -0.0533, -0.004
Si, 7.7343, 9.5708, 41.251, -0.0142, -0.0261, 0.0287
Si, 0, 0, 4.8337, -0.0278, 0.085, 0.0472
Si, 3.8672, 0, 4.8337, -0.0343, 0.0856, 0.0395
Si, 7.7343, 0, 4.8337, -0.0359, 0.0619, 0.0082
Si, 1.9336, 1.3673, 4.8337, -0.0896, -0.0197, 0.0449
Si, 5.8008, 1.3673, 4.8337, 0.0389, -0.0864, -0.0516
Si, 9.6679, 1.3673, 4.8337, 0.0105, -0.008, -0.0501
Si, 0, 5.469, 4.8337, -0.0011, 0.1024, 0.0336
Si, 3.8672, 5.469, 4.8337, -0.0344, 0.0514, -0.1489
Si, 7.7343, 5.469, 4.8337, -0.0086, 0.0748, -0.1871
Si, 1.9336, 6.8362, 4.8337, -0.0415, -0.0237, -0.0487
Si, 5.8008, 6.8362, 4.8337, -0.0426, 0.0125, 0.1283
Si, 9.6679, 6.8362, 4.8337, -0.0213, 0.048, 0.2374
Si, 1.9336, 2.7345, 2.9001, -0.0033, 0.0256, 0.0213
Si, 5.8008, 2.7345, 2.9001, -0.0082, 0.0512, 0.0128
Si, 9.6679, 2.7345, 2.9001, -0.0146, 0.0084, 0.0031
Si, 0, 4.1018, 2.9001, -0.0132, -0.0552, 0.0105
Si, 3.8672, 4.1018, 2.9001, -0.0101, -0.0124, -0.026
Si, 7.7343, 4.1018, 2.9001, -0.0035, -0.0328, -0.0266
Si, 1.9336, 8.2035, 2.9001, -0.0063, 0.0251, 0.0133
Si, 5.8008, 8.2035, 2.9001, -0.0012, 0.0702, 0.0104
Si, 9.6679, 8.2035, 2.9001, -0.0172, 0.0895, 0.0167
Si, 0, 9.5708, 2.9001, -0.0017, -0.0529, 0.02
Si, 3.8672, 9.5708, 2.9001, -0.0165, -0.0433, -0.0086
Si, 7.7343, 9.5708, 2.9001, 0.0041, -0.0616, 0.0113
Si, 2.0475, 1.8479, 30.4009, -0.2309, -0.0733, 0.2311
Si, 4.9804, 1.037, 29.5867, 0.0376, 0.0029, -0.1233
Si, 8.2706, 0.1319, 31.6309, -0.0896, -0.6729, -0.5057
Si, 1.1361, 0.9845, 32.3527, 0.4488, -0.1254, -0.0631
Si, 5.8738, 0.7174, 31.8495, -0.294, 0.4108, 0.1352
Si, 10.3372, 1.4233, 31.9256, -0.0852, 0.8572, -0.0794
Si, 0.155, 3.9105, 31.2912, -0.0284, 0.0062, 0.0316
Si, 3.7977, 5.482, 30.8561, -0.015, -0.0329, -0.0935
Si, 8.0147, 4.7011, 30.0465, -0.2029, -0.0812, -0.1904
Si, 2.9128, 8.1733, 30.3557, -0.0638, 0.1297, -0.371
Si, 5.791, 7.7022, 31.0504, 0.1132, 0.0063, 0.2831
Si, 10.4449, 6.5717, 30.5265, 0.2135, 0.0701, -0.1707
Si, 1.91, 2.549, 33.8731, -0.2169, -0.1506, 0.4493
Si, 5.8534, 2.5738, 33.4328, -0.013, -0.2864, 0.0131
Si, 9.7216, 2.6804, 33.7633, 0.0291, -0.1006, 0.1927
Si, 0.0877, 3.9624, 33.6683, -0.0157, 0.06, 0.1162
Si, 3.8524, 3.8401, 33.5736, -0.1156, 0.0694, -0.6389
Si, 7.7552, 3.9463, 33.2598, -0.0397, 0.082, -0.6175
Si, 2.1591, 9.8629, 32.6198, -0.0046, 0.0639, -0.3385
Si, 6.0887, 8.378, 33.322, 0.0396, -0.1139, 0.1319
Si, 10.1024, 8.0958, 33.4231, 0.0012, -0.484, -0.3413
Si, 0.6836, 8.8357, 34.1217, 0.2074, -0.2604, 0.0451
Si, 4.4561, 10.1206, 33.2684, 0.0372, 0.1449, 0.0615
Si, 8.2038, 9.5506, 33.4587, -0.1434, 0.231, 0.1867
Si, 0.1468, -0.2135, 35.5515, -0.0609, 0.1526, 0.0732
Si, 4.047, 0.0136, 35.4836, 0.0019, 0.0101, -0.1351
Si, 7.8732, -0.099, 35.4664, 0.0241, 0.1526, -0.0439
Si, 2.0227, 1.1972, 35.7177, 0.1745, 0.1332, -0.0336
Si, 5.9645, 1.3739, 35.4838, 0.0641, -0.0024, 0.075
Si, 9.7945, 1.2378, 35.5834, -0.0515, -0.1104, 0.0512
Si, 0.0349, 5.479, 35.4704, -0.1857, -0.0651, -0.0219
Si, 3.8223, 5.5772, 35.2321, -0.0938, 0.0893, 0.1483
Si, 7.7046, 5.4245, 35.1947, -0.0254, 0.0015, 0.0929
Si, 1.8108, 7.0051, 35.3895, -0.1119, 0.0144, -0.0927
Si, 5.8204, 6.8864, 35.2387, 0.0876, 0.0318, -0.2127
Si, 9.6674, 6.7534, 35.3388, 0.156, -0.0375, 0.0379
Si, 1.9985, 2.7672, 37.445, -0.0156, 0.0306, 0.0603
Si, 5.8366, 2.782, 37.3851, 0.2207, 0.1462, -0.2098
Si, 9.7036, 2.733, 37.4111, 0.0972, -0.0024, -0.0686
Si, 0.0373, 4.0959, 37.3916, 0.0061, -0.1338, -0.0406
Si, 3.8977, 4.2089, 37.2872, -0.065, -0.1321, -0.0321
Si, 7.7736, 4.1526, 37.2909, -0.0892, -0.1991, -0.0244
Si, 1.9729, 8.1842, 37.4066, 0.0891, 0.096, 0.1416
Si, 5.8414, 8.1313, 37.3109, -0.0105, 0.1082, 0.1234
Si, 9.6825, 8.1117, 37.3358, -0.0394, 0.1802, 0.0057
Si, 0.0155, 9.4822, 37.4965, -0.0915, -0.1354, -0.0549
Si, 3.9348, 9.5319, 37.3786, 0.0768, -0.0833, -0.0685
Si, 7.77, 9.5093, 37.4056, -0.032, -0.1111, -0.1083
Si, 0, 0, 39.3174, -0.0879, 0.0646, 0.2809
Si, 3.8672, 0, 39.3174, 0.0834, -0.0478, -0.1872
Si, 7.7343, 0, 39.3174, 0.0293, -0.06, -0.1361
Si, 1.9336, 1.3673, 39.3174, 0.1413, 0.0796, 0.3074
Si, 5.8008, 1.3673, 39.3174, -0.0494, 0.1268, -0.0898
Si, 9.6679, 1.3673, 39.3174, -0.0408, 0.035, 0.2285
Si, 0, 5.469, 39.3174, 0.0191, 0.0544, 0.0229
Si, 3.8672, 5.469, 39.3174, 0.0492, 0.0859, -0.1387
Si, 7.7343, 5.469, 39.3174, 0.1231, 0.0613, -0.2815
Si, 1.9336, 6.8362, 39.3174, 0.1365, -0.1636, 0.1796
Si, 5.8008, 6.8362, 39.3174, 0.0335, -0.1923, -0.2703
Si, 9.6679, 6.8362, 39.3174, -0.0461, -0.2525, -0.0199
Si, 1.8897, 2.7369, 6.7735, 0.0139, 0.0428, 0.0903
Si, 5.7908, 2.7266, 6.7614, -0.0783, 0.1764, -0.0089
Si, 9.6642, 2.7442, 6.7552, 0.0446, 0.0354, 0.0617
Si, -0.0266, 4.1377, 6.7869, -0.059, -0.0543, 0.0195
Si, 3.8485, 4.0713, 6.7227, 0.0254, -0.1195, -0.0003
Si, 7.7239, 4.1077, 6.7421, 0.0023, -0.1701, 0.0627
Si, 1.8983, 8.2233, 6.7477, 0.0446, 0.1036, 0.0706
Si, 5.7686, 8.2177, 6.7787, -0.0121, 0.1301, 0.0288
Si, 9.6477, 8.2275, 6.7967, -0.0907, 0.0508, 0.0257
Si, -0.0249, 9.5902, 6.7833, 0.0045, -0.0326, 0.0626
Si, 3.8291, 9.5892, 6.7758, 0.0229, -0.0444, -0.0124
Si, 7.7055, 9.5987, 6.7855, -0.0454, -0.1594, 0.0268
Si, -0.0256, -0.049, 8.7792, 0.05, -0.0506, 0.2458
Si, 3.7788, 0.0372, 8.7047, 0.0304, 0.0157, -0.0392
Si, 7.6879, 0.0826, 8.6911, 0.0832, 0.1144, 0.0136
Si, 1.8555, 1.4141, 8.753, -0.0132, -0.0861, 0.0031
Si, 5.7099, 1.4008, 8.7155, -0.0408, -0.0517, 0.0123
Si, 9.6634, 1.3637, 8.6811, -0.1595, 0.0531, 0.0121
Si, -0.0668, 5.5192, 8.731, 0.0888, -0.0182, 0.0825
Si, 3.8085, 5.4678, 8.593, 0.1248, -0.0347, 0.0071
Si, 7.7042, 5.5358, 8.6139, -0.0357, 0.1411, -0.0619
Si, 1.9057, 6.824, 8.638, -0.0817, -0.0179, 0.2218
Si, 5.7404, 6.8466, 8.7153, 0.0108, -0.0571, 0.0333
Si, 9.6206, 6.9127, 8.7824, -0.007, 0.0178, 0.0292
Si, 1.8281, 2.8062, 10.7023, -0.0961, 0.0962, -0.1529
Si, 3.7246, 4.2471, 10.5987, -0.1519, 0.0993, 0.0146
Si, 9.5465, 2.7848, 10.5597, 0.0967, -0.0867, 0.0569
Si, -0.1286, 4.1785, 10.6847, 0.0033, -0.064, -0.0115
Si, 5.6595, 2.9098, 10.5523, -0.2112, -0.4666, 0.4511
Si, 7.6169, 4.1229, 10.448, 0.1034, 0.1957, 0.093
Si, 2.3246, 7.8069, 10.7541, -0.1814, 0.2054, -0.1847
Si, 5.8002, 8.3616, 10.5744, -0.1053, -0.3218, 0.0872
Si, 9.4882, 8.2257, 10.8232, 0.0914, 0.0383, -0.1785
Si, -0.227, 9.6439, 10.8961, 0.2258, -0.2025, -0.1109
Si, 3.8343, 9.575, 10.5997, -0.1325, 0.0661, -0.0751
Si, 7.664, 9.6644, 10.6033, 0.0843, 0.5123, 0.4354
Si, -0.2061, 0.2689, 12.684, -0.3074, 0.0592, 0.4068
Si, 1.8081, 1.4289, 12.6273, 0.1665, 0.3567, 0.2262
Si, 7.9962, 0.269, 13.4021, 0.4824, 0.3506, -0.2194
Si, 3.2942, -0.3498, 12.6825, 0.2889, -0.1456, 0.271
Si, 5.4711, 1.5914, 13.5388, 0.0032, -0.0583, 0.164
Si, 9.6128, 1.7534, 12.6706, -0.0262, 0.1443, 0.1669
Si, -0.6079, 5.1905, 12.793, 0.4727, 0.0667, 0.0633
Si, 3.3871, 6.086, 12.0978, -0.0917, -0.072, -0.1759
Si, 7.7005, 5.603, 13.3125, -0.0613, -0.1934, 0.4344
Si, 2.2269, 5.7696, 14.0592, -0.3899, 0.0239, 0.1595
Si, 5.1731, 7.0304, 13.2947, 0.2198, -0.0475, 0.1608
Si, 9.5155, 7.0328, 12.9086, 0.2829, 0.464, 0.2364
O, 2.6284, 9.5037, 13.7499, 0.0006, 0.1122, -0.028
O, 0.9558, 8.5411, 11.4009, -0.0933, -0.0429, -0.3729
O, -4.2009, -0.4483, 12.0576, -0.0303, -0.3608, -0.483
O, 11.2097, 10.3637, 14.1289, 0.2028, -0.0937, -0.1448
O, 4.6521, 8.0006, 14.5214, 0.1483, -0.0545, -0.1223
O, 8.1809, 4.3095, 14.2293, 0.0192, 0.2831, -0.1929
O, 4.7252, 2.7033, 14.4567, 0.0845, 0.0823, -0.0775
O, 6.8884, 1.1619, 14.2057, -0.2533, 0.065, 0.0564
O, -5.3144, 6.0454, 13.9951, -0.3219, 0.1216, 0.0429
O, 8.5697, 10.1297, 14.4864, -0.0377, -0.1023, -0.0383
O, 2.173, 7.1692, 14.9126, -0.0616, -0.1447, -0.0584
O, 10.0158, 7.9456, 14.2331, -0.0105, -0.1823, -0.1756
O, 11.5606, 16.3638, 30.7646, -0.0226, 0.0891, -0.1934
O, 8.3387, 3.2043, 29.4331, 0.1562, 0.0094, 0.2337
O, 5.2963, 6.1389, 31.0278, -0.0174, -0.0631, -0.0616
O, 7.1297, 7.961, 30.1225, -0.1338, -0.0047, 0.0557
O, 4.5383, 10.818, 28.4691, -0.0002, 0.1927, 0.1882
O, 6.128, 1.9197, 28.8114, -0.202, -0.1381, 0.115
O, -1.5708, 7.2852, 31.9345, -0.0517, 0.3151, 0.6358
O, 13.0714, 3.3939, 30.4378, 0.0283, -0.0965, -0.071
O, 10.5624, 13.7434, 30.9348, 0.108, -0.1531, -0.0615
O, 2.4218, 8.1498, 28.8121, -0.0185, -0.0369, 0.2153
O, 3.532, 4.8359, 29.3947, -0.0174, -0.0169, 0.2311
O, 11.1341, 7.6641, 29.5215, -0.0326, -0.1599, 0.2189
Si, 10.2414, 10.7123, 17.5316, 0.11, 0.2329, 0.0187
Si, 7.5797, 5.4139, 22.4662, -0.0048, 0.072, 0.09
Si, 5.3178, 9.2021, 19.939, -0.061, 0.0195, -0.0907
Si, 7.847, 9.0953, 29.1551, 0.0455, 0.0236, -0.1472
Si, 12.9624, 11.6043, 22.2299, -0.0109, -0.0804, -0.1321
Si, 0.7339, 5.896, 23.8828, -0.0075, 0.1307, 0.1159
Si, 11.9519, 5.7841, 20.7427, -0.0125, -0.0533, -0.0472
Si, 3.134, 8.4812, 14.9175, -0.0727, 0.054, -0.0247
Si, 2.0247, 2.3149, 26.1233, -0.0721, 0.0272, -0.0034
Si, 3.0133, 7.7412, 27.3601, -0.031, 0.0036, -0.3084
Si, 3.2219, 3.0357, 14.9838, 0.1003, -0.0875, 0.0712
Si, 3.4715, 13.2553, 23.4244, -0.0156, -0.0114, 0.1416
Si, 3.054, 8.676, 17.9606, -0.044, 0.0676, 0.1166
Si, 10.9472, 3.5252, 24.844, -0.0752, -0.0241, 0.2094
Si, 8.2574, 9.5592, 19.744, 0.0304, 0.0965, -0.0861
Si, 2.8411, 5.7698, 18.9978, -0.0186, -0.0715, -0.096
Si, 7.5256, 2.4837, 28.2055, -0.0395, -0.0113, -0.353
Si, 8.4285, 10.6195, 22.7795, 0.0197, -0.1166, 0.0772
Si, 4.075, 10.5747, 22.4474, 0.0199, -0.0673, -0.0026
Si, 6.3987, 4.9045, 27.5053, 0.0417, -0.1085, -0.2617
Si, 10.7568, 8.5224, 28.1892, 0.0392, -0.0031, -0.2122
Si, 9.2616, 6.7122, 20.3761, -0.0154, -0.0231, -0.0428
Si, 2.0952, 2.8282, 17.7526, -0.1025, -0.1199, -0.0278
Si, 5.3079, 9.8081, 27.422, 0.0466, -0.0014, -0.1071
Si, 3.3841, 4.6874, 27.786, 0.1055, 0.0627, -0.355
Si, 12.9893, 0.1828, 19.1411, 0.0898, 0.0965, -0.1258
Si, 9.7781, 12.6358, 26.6211, -0.0962, -0.0543, 0.0004
Si, 12.1708, 0.5187, 28.0007, -0.0679, -0.0565, -0.1892
Si, 9.1927, 2.7615, 22.3627, 0.0539, 0.034, -0.0346
Si, 15.3765, 5.3739, 23.5912, 0.0142, 0.0132, 0.0745
Si, 9.7048, 3.6937, 14.0441, 0.1204, -0.9137, 0.0018
Si, 10.031, 9.4655, 14.8233, -0.0893, 0.1669, -0.0162
Si, 10.8011, -0.2409, 24.3141, -0.0281, -0.0429, 0.1658
Si, 10.5756, 2.687, 16.9127, 0.1662, -0.1846, -0.1214
Si, 5.0139, 6.3057, 21.0183, -0.105, -0.0071, -0.0997
Si, 9.9241, 3.9496, 19.6381, 0.0861, -0.0334, -0.1172
Si, 12.1984, 8.3169, 25.6271, -0.026, -0.0113, 0.1079
Si, 6.2724, 6.5585, 25.0348, -0.0178, 0.0207, 0.1222
Si, 5.9389, 9.6438, 24.5191, -0.0228, -0.0765, 0.1576
O, 9.9904, 1.1707, 16.7108, -0.0603, -0.0803, -0.0301
O, 10.8795, 6.9799, 20.4167, -0.0302, 0.0033, 0.0334
O, 11.6719, 0.0225, 18.233, -0.0927, -0.0704, -0.0257
O, 10.3054, 3.5037, 15.5498, -0.0248, 0.1187, -0.0565
O, 4.3477, 5.7245, 19.6393, 0.0594, 0.0077, 0.0834
O, 4.6616, 9.5057, 23.5199, -0.0424, 0.041, -0.0465
O, 2.1626, 9.7013, 18.8852, 0.0192, -0.1086, 0.0015
O, 3.0399, 9.1554, 16.399, 0.0223, -0.0097, -0.1194
O, 3.9146, 6.2576, 22.2295, -0.0081, 0.0641, -0.0481
O, 2.6763, 7.0697, 17.9968, 0.0201, 0.0039, -0.0076
O, 4.5121, 8.3793, 27.2608, 0.0316, -0.0059, 0.0813
O, 4.7673, 6.0024, 24.7238, -0.0308, -0.0308, -0.082
O, -0.3095, 5.107, 24.8488, 0.0104, -0.0118, -0.0782
O, 8.6386, 1.2847, 22.6921, -0.0282, 0.0813, -0.0013
O, 7.0842, -0.5374, 23.6576, 0.0059, 0.0459, -0.0441
O, 5.523, 10.4214, 25.9099, 0.002, 0.0409, 0.0142
O, 4.5423, 8.8444, 18.5677, 0.0179, -0.0036, 0.0126
O, 6.2852, 5.4093, 21.4751, -0.003, -0.0475, -0.0446
O, 2.4231, 3.479, 27.2283, 0.0311, 0.0291, 0.1228
O, 2.4927, 4.3031, 18.3575, 0.0418, 0.1222, 0.041
O, 2.2663, 5.4394, 24.1908, 0.035, -0.0057, -0.0347
O, 9.9906, 0.7006, 25.3645, 0.0084, 0.0036, -0.0474
O, 11.8005, 9.819, 25.2101, 0.0129, 0.0561, -0.0605
O, 3.2127, 2.0864, 25.0322, 0.0309, -0.0179, -0.0729
O, 0.5303, 7.4585, 24.2549, -0.0017, -0.0697, -0.0725
O, 11.1895, 7.7527, 26.8006, 0.0138, 0.0457, 0.0772
O, 2.0856, 13.0543, 22.5388, 0.0136, 0.0418, -0.0114
O, 15.7045, 3.8056, 23.2345, 0.0159, -0.0064, -0.0329
O, 8.3884, 1.3499, 27.4137, 0.0386, 0.1036, 0.1003
O, 4.8794, 4.4015, 27.2473, -0.0847, 0.0343, 0.1106
O, 9.6484, 9.8482, 23.5531, -0.0353, -0.0007, -0.0847
O, 5.5353, 7.8338, 20.801, 0.0377, -0.0452, 0.0707
O, 1.7068, 11.8144, 26.8578, 0.0022, -0.0272, 0.071
O, 0.7035, 2.7321, 25.2691, 0.0174, -0.0051, -0.0487
O, 9.8175, 3.2098, 25.9902, 0.0763, -0.0151, -0.0729
O, 10.4479, 3.096, 23.353, 0.0074, -0.028, -0.081
O, 8.689, 6.4758, 21.8915, 0.0291, 0.0213, 0.0204
O, 9.1322, 8.6457, 28.2584, -0.1571, 0.0032, 0.1041
O, 11.4601, 4.4285, 19.9652, -0.0538, 0.0265, 0.0894
O, 6.7741, 9.5633, 28.0501, 0.0611, -0.0092, 0.0677
O, 8.9707, 5.2851, 19.6098, -0.02, 0.0493, 0.0555
O, 2.91, 6.1282, 27.1798, -0.0102, -0.0173, 0.1286
O, 4.5096, 12.1082, 22.8749, -0.0228, 0.0276, -0.0164
O, 2.2503, 1.5362, 18.7548, -0.0293, -0.0239, 0.0198
O, 3.1068, 2.516, 16.5165, 0.042, 0.0003, -0.1818
O, 6.7154, 6.1816, 26.5582, -0.0413, -0.0169, 0.0354
O, 6.4245, 8.1595, 24.9277, 0.0078, 0.0062, -0.0802
O, 14.0535, 10.4307, 22.5549, 0.0409, -0.0076, 0.0371
O, 8.447, 10.0108, 21.2858, -0.0097, -0.0194, 0.0127
O, 9.5747, 2.8318, 20.7741, -0.0021, 0.0233, 0.0038
O, 0.3908, 5.5769, 22.3424, -0.0376, -0.0267, -0.0452
O, 8.5852, 7.964, 19.6067, 0.0055, -0.0927, 0.0197
O, 11.5516, 9.9503, 28.1253, 0.096, 0.0654, 0.0196
O, 0.5669, 2.8205, 17.2005, -0.0091, 0.0621, 0.0222
O, 10.2525, 9.4866, 16.4484, 0.001, -0.1557, -0.1912
O, 4.568, 10.2768, 20.9178, 0.02, 0.0241, 0.0486
O, 10.9411, 1.5439, 27.7382, 0.0284, 0.0611, 0.1079
O, 13.4275, 6.119, 20.216, -0.0072, 0.0713, 0.0924
O, 8.0434, 3.8728, 22.5959, -0.0351, 0.0133, 0.0046
O, 12.5187, 11.3751, 20.6804, -0.0216, 0.016, 0.1374
O, 9.7733, 3.3, 18.1728, -0.1014, 0.0992, 0.2257
O, 6.7047, 9.8304, 19.3868, -0.0238, -0.0157, 0.0538
O, 11.6611, 11.4721, 23.1787, 0.0327, 0.082, -0.0237
O, 2.1221, 8.3956, 26.1788, 0.0461, 0.0061, 0.0575
O, 7.2878, 5.8863, 23.9821, 0.062, -0.0581, -0.1082
O, 9.1536, 10.418, 18.7001, -0.0505, -0.0408, 0.0374
O, 6.7613, 5.2088, 29.0746, 0.1723, -0.0007, 0.2135
O, 8.3573, -0.6455, 30.1379, -0.0615, 0.2996, 0.3117
O, 3.613, 4.379, 32.0084, 0.0623, 0.0371, 0.2284
O, 2.7479, 6.7216, 31.0847, -0.1028, -0.0631, 0.0382
O, 1.2389, 0.8419, 29.4209, -0.0246, 0.0026, -0.2278
O, 12.2862, 5.3585, 13.8151, -0.3392, -0.11, -0.1051
O, 17.3089, 2.1482, 12.0383, 0.0191, 0.1831, -0.4394
O, 16.222, 0.2076, 13.4738, 0.0118, -0.0738, 0.013
O, 1.9553, -1.6862, 31.0744, 0.1993, -0.0803, 0.2862
O, 7.7648, 4.5799, 31.6652, -0.028, -0.1292, 0.6119
O, 14.5765, -6.2936, 14.9856, 0.0196, 0.1566, -0.0284
O, 4.5172, 8.5896, 30.4521, -0.0463, -0.0194, -0.0495
O, 2.1107, 2.333, 14.0163, -0.2911, -0.2801, -0.3398
O, 15.2211, 1.9019, 29.9259, 0.0797, -0.0476, -0.0202
O, 6.0179, -3.1087, 12.1515, 0.1974, 0.2003, -0.3279
O, 7.266, 3.608, 27.0477, -0.0137, -0.0644, 0.1596
O, -2.4204, 5.8164, 29.8254, 0.0031, 0.0411, 0.0217
O, 7.4231, 5.0796, 11.7963, 0.1431, -0.028, -0.4138

Results
free energy: -185381.726 eV
free energy less fixed offsets of O -568.88, Si -635.61 eV per atom: 1.264 eV

The program warned: the cutoff lies below the one the program advises for these potential files; the exchange-correlation potential is rough where the density is thin.
